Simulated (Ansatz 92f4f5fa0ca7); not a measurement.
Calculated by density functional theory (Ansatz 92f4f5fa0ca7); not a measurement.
Periodic cell of 226 atoms, Si133O92B1, from a study of silicon, its oxide and their interface. The atomic structure is a simulated model.
Doubt: the cutoff is far below the 930 eV that the study's wrapper takes by default for these files, so forces and energies are approximate.
This geometry differs little from another in the collection (a relaxation step or a small displacement).

Settings: functional PBE; potential files Ansatz PAW; basis plane waves; wave-function cutoff 580 eV; density cutoff ratio 5; exchange-correlation grid ratio 1; k mesh 1 x 1 x 1, Gamma-centred; self-consistency stop 5e-08 eV per atom in the density residual; occupations fixed; spin none; net charge -1 e, with a uniform compensating background and no finite-size correction.

Cell vectors (angstrom)
a 10.938 0 0
b 0 10.938 0
c 0 0 31.9494

Atoms and the computed forces on them: element, x, y, z (angstrom), force x, y, z (eV/angstrom)
Si 10.6199 -0.0014 24.4323 -0.0034 -0.0021 -0.0061
Si 5.0678 0.122 24.6747 0.0008 -0.0006 -0.0051
Si 2.8097 2.2902 24.5451 0.001 0.0009 -0.0049
Si 8.5622 2.4318 24.575 0.0004 0.0007 -0.0047
Si 10.6963 5.5839 24.3474 0.0022 0.0013 -0.0066
Si 5.1489 5.6102 24.4663 -0.0007 -0.0009 -0.0051
Si 2.9815 7.949 24.4208 -0.0006 -0.0012 -0.0075
Si 8.4035 7.8273 24.4279 0.0012 0.0023 -0.0054
Si 1.2831 1.1277 25.858 -0.0003 0.0009 0.0013
Si 6.8072 1.3242 25.7534 -0.0016 0.0002 0.0024
Si 3.9751 4.0064 25.7471 0.0006 -0.0011 0.0019
Si 9.6789 4.0175 25.8672 -0.0013 0.0001 0.0014
Si 1.3283 6.7905 25.6823 -0.0017 -0.0001 0.0028
Si 6.7932 6.7198 25.7706 0.0002 -0.0002 0.0006
Si 3.9973 9.4613 25.9714 0 0.0007 0.0016
Si 9.4737 9.4354 25.8119 -0.0004 0 0.0023
Si 2.6276 -0.1408 27.3075 0.0025 0.0005 -0.0007
Si 8.1311 -0.0728 27.1618 0.0039 0.0019 -0.0003
Si 0.0674 2.6491 27.2341 -0.0015 -0.0012 0.0004
Si 5.4423 2.7149 27.1295 -0.0017 -0.0016 0.001
Si 2.6562 5.4117 27.1277 0.0011 0.0027 0.0012
Si 8.1825 5.3645 27.1536 0.001 -0.0001 0.0028
Si 0.0006 8.1467 27.1489 0.0015 0.0006 0.0011
Si 5.5014 8.1357 27.2109 -0.001 -0.0002 0.0009
Si 4.0792 1.3185 28.5183 0.0029 0.0026 -0.0015
Si 9.5341 1.3088 28.5306 -0.002 -0.0034 -0.001
Si 1.3814 4.061 28.5889 0.0044 -0.0007 0.003
Si 6.7985 4.0545 28.5452 -0.0004 -0.0009 0.0009
Si 4.0681 6.7678 28.5194 -0.0012 -0.0047 -0.0011
Si 9.5506 6.7743 28.5061 0.0012 -0.0009 -0.0016
Si 1.2836 9.4724 28.6494 -0.0052 -0.0053 0.0058
Si 6.8202 9.5333 28.591 0.0009 -0.0005 0.003
Si -0.0512 -0.0293 29.9579 0.0032 -0.0013 -0.002
Si 5.444 -0.0172 29.9276 -0.002 -0.0009 -0.0005
Si 2.7671 2.7074 29.9255 -0.0024 0.0011 -0.0004
Si 8.175 2.6961 29.9017 -0.0016 0.0028 -0.0006
Si -0.0238 5.4345 29.9178 -0.003 0 -0.0002
Si 5.4481 5.4371 29.9189 0.0017 -0.0004 -0.0006
Si 2.7228 8.1361 29.9434 -0.0021 0.0058 -0.0019
Si 8.22 8.1681 29.9133 -0.0014 -0.0002 0.0005
Si 1.3634 1.3652 31.2777 -0.0006 0.001 0.0008
Si 6.8121 1.3674 31.2977 0.0027 -0.0002 -0.0006
Si 4.111 4.0701 31.3147 -0.0015 0 -0.0012
Si 9.537 4.0778 31.2785 0.0011 -0.0009 0.0007
Si 1.3408 6.8021 31.3134 0.0009 -0.0017 -0.0001
Si 6.818 6.8376 31.276 -0.0007 0.0015 0.0006
Si 4.0822 9.5503 31.2933 0.0015 -0.0025 0.0013
Si 9.5504 9.5377 31.3281 -0.0009 0.0016 -0.001
Si 2.7351 0.0109 0.7072 -0.002 0.0009 -0.0016
Si 8.1862 0.0063 0.7021 0.0002 -0.0004 0.0012
Si 0.0021 2.7451 0.701 0.0002 -0.0001 0
Si 5.4781 2.7403 0.7662 -0.0013 0.0002 -0.001
Si 2.7383 5.4563 0.7097 -0.0005 -0.0007 0.0011
Si 8.1948 5.4846 0.6962 0.0004 -0.0007 -0.0013
Si 0.0075 8.2038 0.7634 -0.0006 -0.0004 -0.0009
Si 5.4728 8.2181 0.7271 -0.0005 0.0005 -0.0005
Si 4.0998 1.3557 2.1198 -0.0028 0.0009 -0.0017
Si 9.5916 1.3549 2.0542 -0.0012 0.0019 0.0005
Si 1.3508 4.1366 2.0805 0.0012 -0.0023 -0.0011
Si 6.8321 4.1733 2.1016 0.0068 -0.0026 0.0011
Si 4.0895 6.8437 2.0797 0.0021 0.0009 0.0033
Si 9.54 6.8452 2.1127 -0.0026 -0.0006 -0.0002
Si 1.3963 9.6053 2.1067 0.0032 0.0003 0.0012
Si 6.8282 9.6264 2.0935 0.0014 -0.0036 0.0012
Si 0.0206 0.0255 3.4795 -0.0003 0.0055 0.0013
Si 5.4582 -0.0052 3.5298 0.0047 -0.0065 0.0106
Si 2.7135 2.7671 3.4273 -0.0051 0.0012 -0.0002
Si 8.2505 2.7812 3.3639 0.0043 0.0023 -0.0057
Si 0.0189 5.5229 3.4849 0.0042 -0.0024 0.0026
Si 5.4899 5.5738 3.5027 -0.0095 0.0076 0.0073
Si 2.7852 8.2569 3.4653 0.0014 -0.0049 0.0026
Si 8.183 8.2647 3.4583 -0.0023 0.0083 0.005
Si 1.3751 1.4288 4.8445 -0.0037 0.0046 -0.0107
Si 6.907 1.4647 4.744 -0.0053 -0.0053 0.0024
Si 4.0588 4.1607 4.7721 0.003 0.0038 0.0012
Si 9.5843 4.1049 4.7875 0.0015 -0.004 -0.0077
Si 1.3631 6.9739 4.844 -0.0003 0.0045 -0.0028
Si 6.6931 7.1419 4.903 0.0126 -0.0089 -0.0204
Si 4.2341 9.4196 4.9575 -0.0146 0.0185 -0.0238
Si 9.6126 9.573 4.847 -0.0054 -0.0088 -0.0017
Si 2.7674 -0.0155 6.1143 0.0066 -0.0088 0.0033
Si 8.2226 0.0421 6.1065 0.0015 0.0056 -0.0068
Si 0.0085 2.7924 6.2892 -0.0002 -0.0013 0.001
Si 5.5112 2.8332 6.0868 0 0.0005 -0.0042
Si 2.8059 5.6581 6.1388 -0.0002 -0.0081 -0.0098
Si 8.2288 5.6551 5.938 -0.0038 0.0063 0.0019
Si 0.0394 8.2987 6.3849 0.0009 0.0006 -0.0055
B 5.4895 8.2964 6.1978 -0.0034 -0.0146 0.0151
Si 4.4254 1.1264 7.3045 0.0008 0.0027 0.0122
Si 9.762 1.1299 7.5921 0.0004 0.0019 0.0093
Si 1.2235 4.5059 7.4615 0.0004 -0.0018 0.0109
Si 6.636 4.5828 7.2257 0.0023 -0.0056 0.0112
Si 4.4786 6.9181 7.3531 0.0112 0.0152 0.0117
Si 9.7381 6.5806 7.5119 -0.0034 0.0013 0.0111
Si 1.2653 9.9587 7.6922 0.001 -0.0019 0.0098
Si 6.5557 9.723 7.2227 0.0001 -0.0056 0.0121
O 9.5783 1.2359 23.9851 0.0021 -0.0002 0.0007
O 4.0967 6.7975 23.9481 0.0007 0.0012 0.0016
O 3.9992 1.2348 24.0412 -0.0008 0 0.0009
O 9.5221 6.6952 23.8997 -0.0006 -0.0002 0.0015
O -0.0001 5.5159 7.9988 0.0023 -0.0017 -0.006
O 5.5154 -0.0194 7.7991 0.005 -0.0042 -0.0079
O 0.0459 0.1008 8.1313 -0.0033 0.0035 -0.0043
O 5.5612 5.7096 7.797 -0.0101 0.0063 -0.0028
O 7.5521 3.9998 8.4573 -0.001 0.0002 -0.0029
O 8.7789 6.9569 8.8297 0.0002 -0.0001 -0.0021
O 2.1521 9.514 9.0586 -0.0006 0.0009 -0.0026
O 8.8642 1.6945 8.9 0.0021 -0.0025 -0.003
O 7.4809 9.259 8.5433 -0.0004 0.001 -0.0008
O 3.6948 1.7696 8.6357 0.0002 -0.0015 -0.0043
O 3.7096 7.3994 8.7898 0.001 -0.0049 -0.0037
O 2.1085 3.9633 8.7611 -0.0031 0.0014 -0.0028
O 8.1369 3.4796 23.3589 0.0011 -0.0011 0.0018
O 0.4385 4.9263 22.9576 -0.0019 0.0016 0.0025
O 1.896 2.7353 23.244 0.0013 -0.0012 0.0025
O 5.8263 4.9038 23.1287 -0.0021 0.0022 0.0026
O 5.5117 10.0025 23.4927 -0.0013 0.0006 0.0016
O 2.4421 8.6892 23.0299 0.0018 -0.0015 0.0033
O 0.1861 10.0693 23.0893 -0.0013 0.0019 0.0034
O 7.7673 8.5689 23.0789 0.0018 -0.0028 0.0023
Si 8.6635 7.7044 18.4415 0.0001 0 0.0005
Si 8.8058 6.3827 13.5918 -0.0001 0.0002 -0.0008
Si 3.8163 1.5553 14.7096 0.0003 0.0001 -0.0003
Si 2.1387 5.7485 17.6204 0.0003 0.0001 0.0002
Si 2.4148 3.1436 19.4922 0.0005 -0.0002 0.0002
Si 9.8129 9.053 11.9978 0.0001 -0.0001 -0.0001
Si 1.3295 9.4205 22.0882 0.0002 0 -0.0022
Si 9.2011 0.9848 13.1844 0 0 -0.0006
Si 1.4303 5.0756 13.0046 0.0001 0.0002 -0.0006
Si 1.8066 8.2596 12.7256 -0.0007 -0.0003 0.0004
Si 6.6416 9.5563 22.4277 -0.0007 0.0009 -0.0007
Si 4.5399 4.6142 15.6975 0 -0.0002 -0.0002
Si 8.2037 3.0396 9.5639 -0.0021 0.0022 0.0002
Si 0.8473 8.2467 19.2651 0 -0.0005 0
Si 6.9506 1.3488 21.0848 0 -0.0002 0.0005
Si 8.1713 8.2631 9.6126 0.0004 -0.0003 -0.0001
Si 10.892 5.2203 15.5854 0.0001 0 -0.0001
Si 7.5915 9.5107 16.3102 0.0002 0.0003 0
Si 9.9308 2.0601 20.286 -0.0002 -0.0001 0.0002
Si 3.2532 8.5658 9.85 -0.0017 0.0014 0.0017
Si 6.7023 3.3575 17.409 0 -0.0001 0.0001
Si 1.1668 0.2081 19.8047 -0.0002 0 0.0003
Si 3.257 2.8468 12.2791 0.0005 0.0006 -0.0001
Si 7.2176 5.4013 19.69 0 0.0003 0
Si 5.7502 8.6965 11.5394 0.0005 0.0002 0.0008
Si 5.7986 6.1069 13.1874 0.0001 0.0001 -0.0001
Si 4.6441 9.7109 17.592 0.0001 0.0001 0.0002
Si 1.0158 3.5943 22.1808 -0.0003 -0.0008 -0.0017
Si 4.8994 1.484 18.7918 0 0.0001 0.0004
Si 3.2425 3.0636 9.4873 0.0024 -0.0015 0.0025
Si 6.4832 10.8396 13.7827 0.0002 0.0004 0
Si 10.3726 0.1292 15.9573 0 -0.0002 0
Si 5.6834 3.6848 11.1434 0 0.0003 -0.0003
Si 9.8546 3.9119 11.8751 0.0007 0.0003 0.0009
Si 2.3579 9.9297 15.4899 -0.0001 0.0001 -0.0001
Si 6.0744 8.1334 19.7887 0 -0.0002 0.0003
Si 6.9316 3.9723 22.3834 0.0006 -0.0013 -0.001
Si 9.764 2.7889 17.3521 0 -0.0001 0
O 7.2183 6.4107 13.9505 -0.0002 0 0.0002
O 1.8863 7.0585 18.6754 -0.0002 0.0004 -0.0003
O 10.2867 4.0489 16.5039 -0.0001 -0.0001 0.0001
O 6.1854 9.9687 17.046 -0.0003 0 -0.0001
O 10.1746 0.7244 14.4606 0 0.0001 0.0001
O 8.4475 6.1238 18.8639 -0.0001 -0.0003 -0.0004
O 5.1986 0.7049 14.424 0.0001 0 0.0001
O 5.727 2.0632 17.5212 -0.0002 -0.0002 0
O 8.3447 1.9382 20.5307 -0.0004 -0.0002 -0.0004
O 1.9953 4.3007 18.4017 -0.0001 -0.0006 -0.0001
O 6.9928 2.8234 10.6673 0.0017 -0.0005 -0.0002
O 4.8927 2.7485 12.2248 0 0.0003 0.0001
O 6.0373 4.4074 16.3524 0.0001 0 0.0001
O 4.5925 3.9305 9.9228 -0.0004 0.0001 -0.0011
O 10.6863 2.7723 21.5465 0.0006 0.0006 0.0004
O 9.7358 6.1837 14.9401 -0.0001 0 0
O 6.0071 6.4962 19.8322 0.0001 0 -0.0006
O 4.0886 0.1736 18.2545 0.0001 0.0002 -0.0004
O 9.2868 10.5752 12.2695 -0.0001 -0.0004 0.0002
O 2.8673 4.3855 12.7017 0.0001 -0.0004 0.0004
O 1.9075 10.7027 21.2135 0 -0.0006 0.0004
O 3.9927 2.72 19.377 -0.0002 0.0001 -0.0005
O 0.7518 10.0528 15.9438 0.0001 0 0
O 1.2822 9.8032 18.8361 0 0.0001 0
O 1.715 1.6622 19.2738 -0.0001 -0.0001 -0.0004
O 8.9672 10.3956 16.4932 0 0 -0.0001
O 4.8792 8.5885 18.7659 0.0004 -0.0002 0
O 9.4866 8.8355 10.4168 -0.0005 -0.0001 -0.0005
O 6.7533 4.0926 18.8595 0.0002 0.0004 0
O 2.8632 1.7469 13.389 -0.0001 0.0001 0.0001
O 5.8222 8.783 21.2517 0.0005 0.0006 0.0007
O 2.5707 2.4711 10.8622 0.0002 0.0006 -0.0018
O 7.6085 4.8583 21.1795 -0.0002 -0.0006 0.0007
O 5.2093 7.5184 12.5732 0.0001 0.0007 -0.0001
O 0.4498 9.0661 12.3615 0.0002 -0.0001 0.0002
O 7.6138 1.0785 13.5856 0 0 0.0001
O 7.1347 9.6508 14.7423 0 0 -0.0001
O 8.9919 5.0432 12.6748 0.0003 -0.0005 0.0001
O 8.107 8.0465 16.9114 0.0002 -0.0002 0.0001
O 6.2147 2.5771 21.888 0.0001 0.0009 -0.0001
O 2.4409 9.0911 14.0429 0.0001 -0.0001 0
O 0.4383 4.5024 11.845 -0.0005 -0.0003 0
O 0.8191 8.3171 20.936 0.0003 0.0006 0.0009
O 9.4039 3.8337 10.3246 -0.0008 -0.0009 -0.0015
O 9.6826 2.4061 12.5271 0 0.0005 0
O 7.6227 8.5704 19.3891 -0.0004 0 -0.0004
O 2.5862 8.1138 11.2953 0.0011 0.0001 -0.0016
O 3.9974 3.0697 15.3695 0.0001 -0.0001 0
O 0.8471 4.5112 14.4232 0 0.0001 0.0001
O 10.0583 3.0044 18.9473 0.0001 -0.0002 0
O 9.1789 7.8169 12.8906 0.0001 0.0005 0
O 10.5125 0.5382 20.0659 0.0001 0 -0.0005
O 6.0362 5.0797 11.9226 -0.0001 -0.0005 0
O 8.1605 2.7533 17.0131 0.0001 0 -0.0002
O 3.5367 5.4835 16.7212 -0.0001 0.0001 -0.0001
O 4.658 9.2155 10.4288 -0.0008 -0.0008 -0.0008
O 1.527 6.697 13.1556 0.0003 0.0006 0.0002
O 4.7868 5.5125 14.345 0.0002 0.0002 -0.0001
O 2.0422 3.8508 20.9228 -0.0006 0.0002 0.0007
O 10.5639 1.4233 16.9405 0.0001 0.0004 -0.0001
O 0.9451 6.0746 16.5531 0 -0.0001 -0.0002
O 7.3356 10.9495 21.9282 0 -0.0006 -0.0002
O 5.926 0.9083 19.9125 0.0006 0.0001 -0.0001
O 6.1151 10.0477 12.4034 -0.0002 -0.001 -0.0005
O 2.8649 0.551 15.5654 0.0001 -0.0001 0
O 7.032 8.0018 10.7762 0.0009 0.0006 -0.0021
O 10.249 8.0182 18.6937 0.0003 0.0001 -0.0004
O 3.4677 9.2053 16.5278 0.0001 0 0.0001

Results
free energy: -137022.969 eV
free energy less fixed offsets of B -154.04, O -568.88, Si -635.61 eV per atom: 4.161 eV

The program warned: the cutoff lies below the one the program advises for these potential files; the exchange-correlation potential is rough where the density is thin.
